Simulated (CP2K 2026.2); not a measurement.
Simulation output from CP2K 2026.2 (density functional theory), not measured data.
Periodic cell of 534 atoms, Si358O176, from a study of silicon, its oxide and their interface. The atomic structure is a simulated model.
Doubt: the forces sum to 3.46 eV/angstrom along one axis rather than to zero, so they err by at least 0.0065 eV/angstrom per atom on average; the grid cutoff is modest.

Settings: functional PBE; method Gaussian and plane waves; basis set DZVP-MOLOPT-SR-GTH; pseudopotentials GTH-PBE; grid cutoff 400 Ry, relative cutoff 50 Ry; k points Gamma only; occupations fixed; spin none; net charge 0.

Cell vectors (angstrom)
a	16.4025	0	0
b	0	16.4025	0
c	0	0	35.5157

Atoms and the computed forces on them: element, x, y, z (angstrom), force x, y, z (eV/angstrom)
Si	-0.179	0.086	-0.603	0.073	-0.134	0.772
Si	2.792	2.624	0.258	-0.105	-0.212	0.111
Si	0.672	4.888	-0.106	0.256	-0.342	0.554
Si	3.181	7.715	-0.092	0.113	-0.015	0.293
Si	-0.514	11.354	-0.051	-0.084	-0.22	0.088
Si	2.606	13.367	-0.612	-0.16	-0.047	-0.084
Si	5.121	0.599	0.007	0.074	0.316	-0.229
Si	8.576	2.464	0.261	-0.114	0.042	-0.389
Si	5.14	5.136	-0.247	0.45	0.091	-0.363
Si	7.875	8.586	0.16	-0.003	0.199	-0.014
Si	5.759	10.841	0.378	0.175	-0.122	-0.277
Si	8.408	13.533	0.015	-0.021	0.01	0.029
Si	10.793	0.226	0.151	-0.093	-0.007	-0.149
Si	13.837	2.27	-0.406	-0.088	0.197	0.491
Si	10.869	5.396	0.12	-0.036	0.023	-0.139
Si	13.845	8.118	0.319	-0.02	0.064	0.05
Si	10.612	11.331	-0.08	-0.07	0.036	0.044
Si	13.593	13.607	-0.127	0.007	-0.097	0.107
Si	1.253	1.178	1.224	-0.012	0.044	-0.473
Si	4.147	3.99	1.519	-0.093	0.029	-0.129
Si	1.54	6.703	1.274	-0.272	-0.106	0.055
Si	4.109	9.47	1.309	-0.134	-0.049	0.093
Si	1.35	12.248	1.135	-0.06	0.153	-0.043
Si	4.062	15.319	1.233	-0.052	0.043	0.36
Si	6.814	1.458	1.417	0.078	-0.129	-0.001
Si	9.707	4.014	1.571	-0.115	0.134	-0.11
Si	7.015	6.823	1.443	0.045	0.046	-0.267
Si	9.559	9.719	1.364	0.007	-0.018	-0.17
Si	6.949	12.419	1.557	0.121	-0.095	-0.117
Si	9.593	15.034	1.408	-0.126	0	-0.299
Si	12.434	1.359	1.353	-0.044	0.087	-0.27
Si	15.083	3.953	1.01	0.133	-0.081	-0.207
Si	12.222	6.851	1.414	0.062	-0.176	-0.077
Si	15.088	9.671	1.471	-0.004	0.073	-0.254
Si	12.187	12.416	1.345	-0.005	-0.191	-0.323
Si	15.053	15.079	1.076	-0.027	-0.045	-0.418
Si	-0.046	2.642	2.594	-0.164	0	-0.124
Si	2.674	0.026	2.74	-0.043	-0.039	0.076
Si	0.118	8.179	2.629	0.154	-0.12	0.017
Si	2.803	5.421	2.784	0.063	0.314	0.222
Si	0.035	13.708	2.529	0.05	0.074	-0.069
Si	2.685	10.881	2.592	-0.001	-0.11	-0.048
Si	5.554	2.763	2.872	0.149	0.052	0.162
Si	8.152	-0.028	2.729	-0.028	0.083	0.013
Si	5.478	8.143	2.749	0.026	-0.132	0.014
Si	8.332	5.483	2.827	-0.028	-0.105	0.196
Si	5.381	13.783	2.626	-0.007	0.104	-0.002
Si	8.256	11.007	2.874	0.161	-0.034	0.143
Si	11.106	2.682	2.82	0.062	-0.085	0.161
Si	13.765	-0.041	2.655	0.002	-0.072	-0.004
Si	10.923	8.277	2.744	-0.191	0.167	-0.074
Si	13.73	5.388	2.574	0.082	-0.041	-0.202
Si	10.926	13.723	2.806	0.05	-0.01	0.14
Si	13.607	11.009	2.712	-0.053	0.086	0.093
Si	1.338	4.037	4.026	-0.031	0.022	-0.108
Si	4.069	1.392	4.11	0.113	-0.016	0.002
Si	1.398	9.552	4.053	-0.006	-0.04	0.041
Si	4.131	6.812	4.169	-0.07	0.004	-0.18
Si	1.342	15.005	4.06	0.048	0.041	-0.087
Si	4.066	12.296	3.963	-0.056	0.061	-0.036
Si	6.916	4.149	4.193	-0.037	-0.038	-0.095
Si	9.602	1.33	4.098	-0.04	0.001	-0.139
Si	6.842	9.556	4.121	0.093	0.013	-0.075
Si	9.631	6.889	4.161	0.065	-0.001	0.055
Si	6.767	15.046	4.104	-0.01	0.109	-0.046
Si	9.616	12.361	4.215	-0.069	-0.173	-0.065
Si	12.431	4.106	4.113	-0.026	-0.006	-0.013
Si	15.053	1.333	4.078	0.11	0.084	-0.146
Si	12.307	9.61	4.103	0.042	0.022	0.022
Si	15.093	6.798	3.958	-0.113	0.04	0.005
Si	12.366	15.063	4.092	0	-0.068	-0.058
Si	15.058	12.372	4.002	-0.024	-0.056	-0.11
Si	-0.008	0.007	10.908	-0.015	0.001	-0.013
Si	2.722	2.735	10.931	0.003	0.013	0.008
Si	-0.004	5.461	10.934	0.014	0.032	0.006
Si	2.718	8.192	10.926	0.004	0.005	0.004
Si	0.006	10.932	10.928	-0.019	0.013	-0.006
Si	2.709	13.669	10.92	0.006	0.024	0.01
Si	5.441	0	10.929	0.026	0.009	0.008
Si	8.192	2.738	10.936	-0.009	0.01	0.007
Si	5.455	5.465	10.916	0.021	0.002	-0.007
Si	8.203	8.191	10.917	0.023	0.018	-0.003
Si	5.448	10.928	10.91	0.038	-0.037	-0.012
Si	8.193	13.681	10.918	-0.006	-0.006	0.001
Si	10.941	0.018	10.935	-0.028	-0.008	0
Si	13.677	2.741	10.93	0	0.008	0
Si	10.949	5.471	10.942	-0.03	0.018	0.006
Si	13.686	8.202	10.938	-0.009	-0.003	-0.005
Si	10.943	10.939	10.913	0.001	0.003	-0.001
Si	13.682	13.672	10.919	-0.018	-0.009	-0.006
Si	1.325	1.384	12.286	0.018	-0.048	-0.005
Si	4.086	4.106	12.298	0.034	0.006	0.015
Si	1.358	6.821	12.303	-0.006	-0.033	0.002
Si	4.09	9.559	12.284	0.018	0.045	0.003
Si	1.356	12.308	12.302	-0.005	-0.037	0.011
Si	4.047	15.05	12.289	0.012	-0.053	0.002
Si	6.807	1.371	12.294	-0.005	-0.007	0.001
Si	9.56	4.109	12.301	-0.015	-0.051	0.017
Si	6.827	6.823	12.283	-0.032	-0.015	0.03
Si	9.574	9.563	12.27	-0.028	-0.03	-0.015
Si	6.81	12.304	12.258	-0.004	0.021	-0.014
Si	9.555	15.06	12.285	0.027	0.008	0.006
Si	12.31	1.388	12.303	0.031	0.019	0.019
Si	15.035	4.093	12.31	-0.049	-0.011	-0.008
Si	12.325	6.829	12.311	0.002	0.032	0.017
Si	15.052	9.569	12.306	0.022	0.026	-0.018
Si	12.307	12.311	12.281	-0.028	-0.031	-0.009
Si	15.046	15.047	12.284	-0.011	0.021	-0.003
Si	-0.019	2.732	13.697	0.012	0.015	0.02
Si	2.659	0.014	13.656	-0.041	0.086	-0.026
Si	-0.001	8.184	13.676	-0.035	0.031	0.019
Si	2.706	5.447	13.685	0.01	0.034	0
Si	0.003	13.698	13.673	-0.016	0.011	0.028
Si	2.725	10.926	13.65	0.017	-0.038	-0.011
Si	5.431	2.725	13.672	0.05	0.028	0.004
Si	8.175	0.013	13.661	-0.025	0.005	-0.062
Si	5.444	8.174	13.648	0.052	-0.013	-0.01
Si	8.176	5.456	13.676	0.007	0.032	0.011
Si	5.412	13.652	13.61	0.082	0.009	-0.037
Si	8.185	10.931	13.604	0.017	-0.002	0.034
Si	10.931	2.751	13.672	-0.049	0.029	-0.031
Si	13.699	0.024	13.652	-0.029	-0.053	-0.041
Si	10.947	8.211	13.648	-0.047	0.021	0.028
Si	13.675	5.445	13.69	0.066	-0.032	0.01
Si	10.939	13.695	13.631	-0.034	-0.01	0.011
Si	13.689	10.959	13.65	-0.038	-0.006	0.026
Si	1.341	4.087	15.081	-0.041	0.047	0.039
Si	3.976	1.408	15.012	0.014	0.024	0.072
Si	1.392	9.54	15.025	0.041	0.077	-0.028
Si	4.072	6.82	15.042	0.013	-0.052	-0.007
Si	1.328	15.079	15.084	0.002	-0.066	0.139
Si	4.061	12.313	15.015	-0.034	0.011	0.116
Si	6.811	4.068	15.059	-0.175	-0.054	-0.051
Si	9.556	1.379	15.018	0.045	-0.016	0.075
Si	6.812	9.569	14.971	-0.014	-0.001	0.051
Si	9.574	6.835	15.005	-0.02	-0.049	0.064
Si	6.742	15.041	14.948	-0.035	-0.12	0.01
Si	9.536	12.324	14.953	0.029	-0.05	0.012
Si	12.291	4.098	15.072	-0.029	-0.014	0.085
Si	15.038	1.357	15.083	-0.061	0.02	0.094
Si	12.319	9.592	15.005	0.062	0.057	0.023
Si	15.05	6.802	15.054	-0.024	0.001	-0.002
Si	12.332	15.058	14.986	0.042	0.126	-0.029
Si	15.036	12.344	15.035	-0.003	-0.092	-0.02
Si	-0.023	0.029	16.545	0.063	0.056	0.002
Si	2.649	2.73	16.512	0.058	-0.024	0.016
Si	0.024	5.475	16.479	-0.05	-0.113	0.144
Si	2.725	8.176	16.451	0.017	-0.01	0.101
Si	0.041	10.955	16.328	0.043	0.023	0.062
Si	2.733	13.712	16.42	-0.029	-0.092	0.063
Si	5.306	-0.035	16.271	0.073	0.026	0.015
Si	8.211	2.725	16.43	0.007	-0.032	0.199
Si	5.371	5.391	16.407	0.024	0.083	0.077
Si	8.211	8.234	16.325	0.111	0.171	0.004
Si	5.389	10.873	16.345	0.227	-0.018	-0.012
Si	8.065	13.622	16.27	-0.134	0.023	0.15
Si	10.945	-0.011	16.336	0.035	-0.053	0.127
Si	13.618	2.68	16.446	0.092	0.025	0.075
Si	10.923	5.495	16.437	-0.05	0.072	-0.015
Si	13.642	8.161	16.364	0.025	0.016	-0.022
Si	10.989	11.051	16.323	-0.179	-0.087	0.08
Si	13.71	13.768	16.402	-0.157	0.045	-0.011
Si	1.339	1.369	17.992	-0.059	0.055	0.087
Si	3.956	4.124	17.918	-0.079	0.178	-0.002
Si	1.447	6.8	17.915	-0.011	-0.016	0.042
Si	4.089	9.549	17.82	-0.035	0.029	0.001
Si	1.346	12.342	17.754	-0.031	0.04	-0.107
Si	4.068	15.072	17.855	0.068	0.083	0.255
Si	6.595	1.386	17.567	-0.406	0.017	-0.098
Si	9.582	4.122	17.834	-0.022	-0.177	0.007
Si	6.807	6.821	17.592	-0.007	-0.186	-0.17
Si	9.63	9.658	17.641	-0.063	0.005	0.097
Si	6.724	12.237	17.694	0.021	-0.022	0.027
Si	9.526	14.935	17.522	-0.088	0.184	-0.215
Si	12.267	1.281	17.855	-0.175	-0.04	0.04
Si	14.978	4.086	17.783	-0.038	0.045	0.015
Si	12.245	6.91	17.831	0.071	0.091	0.161
Si	15.121	9.494	17.594	0.062	-0.181	-0.03
Si	12.335	12.441	17.739	-0.052	0.108	0.023
Si	15.005	15.065	17.924	-0.009	0.017	0.078
Si	-0.138	2.771	19.286	-0.072	0.096	0.418
Si	2.692	-0.026	19.426	0.111	0.029	0.492
Si	0.005	8.205	19.134	0.087	0.272	0.017
Si	2.661	5.381	19.496	-0.119	0.092	0.034
Si	0.02	13.693	19.225	0.088	-0.279	0.378
Si	2.697	10.988	19.127	0.044	0.046	0.155
Si	5.29	2.589	19.019	0.017	0.039	-0.04
Si	8.447	-0.304	19.246	-0.234	-0.56	0.235
Si	5.599	8.165	19.038	-0.115	0.058	0.031
Si	8.217	5.648	19.03	-0.18	-0.073	0.019
Si	5.455	13.608	19.165	-0.088	0.103	0.022
Si	8.249	10.972	19.011	-0.027	-0.184	-0.17
Si	10.907	2.681	19.228	0.22	0.302	-0.038
Si	13.603	-0.029	19.375	-0.06	0.087	0.036
Si	10.951	8.455	19.185	-0.024	-0.113	0.156
Si	13.612	5.479	19.15	-0.222	-0.184	-0.04
Si	10.71	13.66	19.071	-0.223	-0.137	-0.363
Si	13.847	10.986	18.765	-0.012	0.097	0.235
Si	0.815	4.454	20.719	0.167	-0.357	-0.386
Si	4.165	1.411	20.749	-0.279	-0.723	-0.251
Si	1.189	9.782	20.474	-0.098	0.07	0.062
Si	4.144	6.253	21.239	-0.069	-0.203	-0.197
Si	1.416	14.811	20.826	-0.024	0.075	-0.421
Si	3.71	12.609	20.556	0.066	0.064	-0.139
Si	6.814	3.359	20.525	0.082	0.1	-0.218
Si	9.406	1.429	20.542	-0.442	0.364	-0.318
Si	7.138	9.362	20.243	0.17	0.31	-0.038
Si	9.278	7.242	20.366	0.27	0.371	0.053
Si	7.447	14.257	20.301	-0.244	0.234	-0.098
Si	9.117	12.616	20.407	-0.058	-0.31	0.512
Si	12.448	3.917	20.59	0.045	-0.126	0.006
Si	14.642	1.649	20.653	0.128	0.19	-0.272
Si	12.44	10.04	20.282	0.095	0.064	-0.298
Si	15.109	6.746	20.42	0.27	-0.39	-0.26
Si	12.187	15.348	21.036	0.037	0.072	0.197
Si	15.335	11.925	20.34	0.198	0.059	-0.247
Si	0.025	0.309	22.883	-0.001	-0.086	0.081
Si	2.094	2.642	22.683	0.171	0.179	0.055
Si	-2.687	7.815	21.894	0.007	0.286	0.407
Si	2.932	8.534	22.921	-0.134	0.123	0.209
Si	-3.006	11.587	25.008	0.167	0.006	0.488
Si	4.189	14.429	25.032	0.142	-0.075	0.054
Si	5.281	0.407	23.562	-0.013	-0.066	0.095
Si	10.172	0.556	22.539	-0.318	0.062	0.266
Si	5.465	4.782	22.65	-0.099	0.191	0.124
Si	5.222	10.655	22.493	0.203	0.169	-0.057
Si	7.722	15.044	23.172	-0.214	0.129	0.341
Si	9.178	-3.963	23.621	-0.162	-0.181	0.268
Si	13.696	6.445	26.069	0.106	-0.043	0.136
Si	11.173	6.021	22.417	-0.012	-0.133	0.303
Si	17.644	9.439	25.096	-0.223	0.093	0.292
Si	9.207	9.899	25.282	-0.003	-0.051	0.212
Si	10.156	19.255	24.781	0.002	0.098	0.378
Si	-1.331	-3.308	30.801	-0.105	-0.142	-0.307
Si	4.127	3.063	24.801	0.155	-0.192	0.193
Si	9.741	9.938	29.568	0.062	0.071	0.004
Si	4.147	11.142	27.098	0.079	-0.099	-0.054
Si	2.167	12.348	25.308	0.102	0.121	0.095
Si	5.968	12	25.031	-0.063	0.066	0.168
Si	12.822	5.277	30.621	-0.016	0.032	-0.183
Si	7.989	3.246	26.747	-0.038	-0.015	0.148
Si	15.888	12.849	26.147	-0.167	-0.126	0.026
Si	10.841	7.214	25.297	-0.075	0.292	0.429
Si	6.692	12.669	27.676	0.065	-0.003	-0.04
Si	13.259	19.901	25.503	0.018	0.039	0.168
Si	16.758	2.972	27.898	-0.026	0.172	0.037
Si	14.055	4.422	28.162	-0.098	0.083	0.017
Si	14.743	8.746	24.717	0.165	0.156	0.452
Si	19.224	9.585	29.147	-0.016	-0.078	-0.121
Si	12.9	12.414	22.052	0.267	-0.47	0.116
Si	15.433	17.81	25.671	-0.209	0.254	0.246
Si	-1.118	0.51	28.601	-0.163	-0.009	-0.075
Si	4.962	-1.215	27.92	-0.059	-0.151	-0.106
Si	0.646	9.781	33.092	0.068	0.259	-0.392
Si	7.827	4.761	24.401	-0.048	-0.12	0.181
Si	4.337	11.529	30.884	0.187	-0.042	-0.32
Si	2.84	14.205	29.908	-0.04	0.047	-0.136
Si	3.62	3.411	27.985	0.053	0.13	0.025
Si	10.31	-1.306	30.65	-0.002	0.096	-0.134
Si	5.532	7.636	31.606	0.037	-0.287	-0.176
Si	11.131	7.777	31.329	-0.106	-0.137	-0.509
Si	6.009	17.951	28.647	0.155	0.023	0.103
Si	7.816	8.818	27.621	-0.026	-0.004	-0.012
Si	11.827	3.724	33.243	-0.238	0.037	-0.174
Si	13.191	-0.794	30.462	-0.107	-0.045	-0.191
Si	18.205	7.062	30.654	0.063	-0.043	-0.11
Si	9.6	12.7	28.76	0.123	0.041	-0.081
Si	15.337	10.073	30.551	-0.275	0.03	-0.362
Si	8.528	6.138	26.81	-0.068	0.077	0.276
Si	6.521	-1.283	33.415	0.372	0.104	0.029
Si	3.055	8.418	33.244	0.054	0.015	-0.724
Si	6.098	4.815	32.358	-0.021	0.27	-0.229
Si	0.355	10.283	27.867	-0.089	0.01	-0.05
Si	4.515	12.721	33.71	0.321	-0.327	0.171
Si	8.608	3.112	32.841	0.054	-0.061	-0.304
Si	12.066	-1.204	33.104	-0.195	0.037	-0.163
Si	9.632	7.332	33.836	-0.124	-0.079	-0.451
Si	6.884	10.02	30.167	0.068	-0.078	-0.124
Si	7.804	16.896	31.156	0.208	0.237	-0.194
Si	11.938	9.187	33.819	-0.02	-0.003	-0.264
Si	15.062	7.217	31.123	0.057	0.074	-0.523
Si	16.606	-2.186	28.582	-0.121	-0.02	-0.155
Si	15.802	6.97	33.94	-0.19	-0.108	-0.165
Si	20.517	5.431	30.14	0.059	-0.029	0.005
Si	17.293	14.552	32.536	-0.019	0.029	-0.263
Si	10.756	12.295	26.121	0.044	-0.053	0.195
O	-1.788	-4.895	30.965	-0.105	-0.033	0.314
O	0.422	-0.501	33.427	-0.198	0.171	0.381
O	1.835	3.742	34.94	-0.37	0.359	0.187
O	3.95	1.69	34.946	0.025	-0.098	0.274
O	4.996	4.469	31.157	0.056	-0.096	0.085
O	4.75	6.94	30.325	0.044	0.265	0.106
O	6.594	5.677	35.807	-0.113	-0.025	0.251
O	-0.057	10.948	33.939	-0.067	0.03	-0.013
O	4.214	6.462	35.038	-0.189	0.26	-0.072
O	2.221	7.51	32.155	-0.049	0.084	0.172
O	2.956	14.845	35.569	0.034	-0.284	0.182
O	3.628	10.125	30.443	-0.07	-0.064	0.044
O	7.081	-0.703	31.995	-0.35	-0.43	0.172
O	5.905	0.003	34.203	-0.104	0.054	-0.048
O	9.615	1.298	35.186	-0.197	0.237	0.472
O	8.074	3.163	34.371	-0.185	0.109	0.253
O	5.431	4.421	33.8	-0.461	-0.131	0.293
O	7.571	4.144	32.068	-0.059	0.136	0.007
O	9.868	7.229	32.221	-0.325	-0.238	0.469
O	8.254	8.113	34.129	0.258	0.01	-0.054
O	6.722	9.674	35.248	0.083	-0.049	0.537
O	5.531	11.81	34.59	-0.39	0.223	0.019
O	9.468	12.421	34.853	0.102	-0.147	0.437
O	7.705	14.395	34.299	-0.025	0.046	-0.194
O	11.47	-0.206	34.226	0.113	0.071	0.161
O	13.089	-0.425	32.066	0.183	0.211	0.176
O	15.031	1.211	34.589	-0.29	0.282	0.067
O	12.826	2.525	33.782	0.158	-0.027	0.195
O	12.571	4.434	31.979	-0.231	-0.172	0.243
O	11.898	4.737	34.527	-0.036	0.364	0.236
O	16.749	5.646	33.979	-0.208	0.299	-0.45
O	14.902	6.939	35.298	0.144	0.172	-0.066
O	11.34	10.699	34.052	-0.15	-0.176	-0.037
O	13.383	9.042	34.535	-0.218	-0.138	-0.008
O	14.67	12.396	35.042	0.444	-0.293	-0.056
O	12.878	14.02	33.914	0.191	-0.074	0.42
O	1.181	3.914	22.252	-0.044	0.139	0.039
O	4.99	7.344	20.359	0.202	0.133	0.135
O	5.027	0.627	21.953	-0.164	0.243	-0.279
O	3.261	2.561	21.533	0.068	0.026	0.083
O	1.885	9.214	21.862	-0.003	-0.291	-0.003
O	0.059	10.886	20.995	0.072	0.102	-0.491
O	5.855	3.4	21.864	0.032	-0.272	-0.057
O	3.286	7.032	22.411	-0.098	0.128	0.19
O	2.586	13.68	21.21	0.25	0.016	-0.258
O	0.549	15.279	22.214	0.227	-0.198	-0.329
O	4.286	9.446	23.038	-0.204	-0.24	-0.103
O	4.302	11.854	21.886	-0.037	-0.009	0.11
O	7.235	4.905	20.172	-0.024	0.216	-0.11
O	8.116	2.456	20.879	0.258	-0.127	0.097
O	10.236	1.561	23.817	0.187	-0.243	-0.005
O	6.963	0.352	18.825	0.705	-0.047	-0.239
O	6.225	10.116	21.357	0.059	-0.103	0.243
O	10.046	10.842	26.312	-0.018	-0.175	-0.047
O	9.787	6.332	21.637	-0.262	-0.287	-0.018
O	8.218	8.36	21.022	-0.165	-0.136	-0.179
O	6.92	14.742	21.796	-0.207	0.105	0.062
O	6.759	16.161	23.914	0.001	-0.036	0.104
O	10.89	15.039	20.06	0.635	-0.154	0.085
O	9.524	12.393	22.036	-0.015	-0.052	-0.503
O	10.911	6.212	24.016	0.025	-0.046	-0.561
O	11.736	4.537	21.98	-0.114	-0.085	-0.174
O	13.574	2.826	21.183	0.039	-0.148	-0.202
O	15.163	0.876	22.021	-0.002	0.153	0.165
O	13.483	9.339	21.354	-0.181	-0.139	0.153
O	11.982	11.443	21.08	-0.369	0.032	-0.051
O	13.815	10.014	25.195	-0.125	-0.071	-0.09
O	16.144	5.635	21.125	0.045	0.427	-0.04
O	11.681	16.411	22.199	0.404	-0.212	-0.276
O	9.194	15.701	22.951	0.213	-0.037	-0.229
O	14.485	12.363	21.67	-0.1	0.285	0.275
O	12.484	13.97	21.879	-0.27	0.049	-0.143
O	-0.369	0.408	24.497	0.112	-0.173	-0.288
O	-0.617	-2.309	27.177	0.042	0.149	0.121
O	2.632	2.782	24.21	-0.361	0.044	-0.2
O	1.303	1.25	22.596	0.216	-0.172	0.118
O	3.768	9.714	27.8	0.037	-0.002	-0.087
O	-2.217	7.956	23.431	-0.124	-0.247	-0.286
O	7.868	9.319	26.055	0.062	0.17	-0.006
O	6.233	11.317	23.598	-0.072	-0.061	-0.283
O	-3.676	11.833	23.561	-0.35	-0.091	-0.451
O	0.783	13.178	25.259	0.062	0.202	-0.147
O	3.094	13.372	24.471	0.095	-0.121	0.035
O	5.561	13.575	24.883	0.153	0.036	0.115
O	5.074	1.764	24.452	0.148	0.158	-0.108
O	4.163	-0.672	24.079	0.001	0.18	-0.007
O	8.428	4.656	27.491	0.21	0.191	-0.08
O	9.352	2.496	26.188	0.04	-0.068	-0.007
O	4.645	4.406	24.026	0.1	0.29	-0.272
O	6.962	5.278	23.141	0.089	-0.029	-0.173
O	7.144	12.131	26.18	-0.177	0.074	-0.154
O	4.826	10.967	25.629	0.151	0.151	0.098
O	8.821	10.864	24.017	0.074	0.102	-0.233
O	8.016	13.586	23.879	0.093	0.035	-0.092
O	8.003	-4.057	28.581	-0.1	-0.025	0.115
O	13.965	0.336	29.567	-0.117	-0.002	0.158
O	13.712	5.059	25.14	-0.177	0.148	-0.02
O	14.899	7.537	25.825	0.147	0.123	-0.196
O	12.247	7.109	21.865	-0.129	0.215	-0.036
O	11.7	3.298	25.078	0.041	-0.107	-0.153
O	18.306	10.878	24.681	-0.118	-0.037	-0.333
O	16.201	9.35	24.362	0.044	0.11	-0.364
O	12.36	12.041	26.187	0.162	0.102	-0.03
O	10.158	8.635	24.841	0.218	-0.226	-0.332
O	14.252	18.72	24.927	0.279	-0.319	-0.334
O	10.362	12.91	24.66	-0.074	0.031	-0.193
O	-0.326	-3.395	29.527	0.113	0.05	-0.109
O	1.969	3.253	28.148	-0.086	0.109	-0.068
O	10.44	11.362	29.199	-0.122	-0.024	-0.09
O	7.125	2.389	27.798	0.146	-0.153	-0.186
O	7.992	6.126	25.271	-0.094	0.158	-0.274
O	2.25	8.351	24.418	0.102	0.069	-0.293
O	6.578	8.708	31.049	-0.089	-0.118	0.241
O	5.943	11.299	30.562	-0.124	0.23	0.214
O	5.611	16.658	27.759	-0.086	-0.075	-0.058
O	6.3	14.232	27.901	0.168	0.05	-0.065
O	1.819	14.096	28.625	-0.112	0.087	-0.192
O	-1.496	16.931	26.986	0.093	-0.085	-0.199
O	13.008	4.186	29.418	0.165	-0.066	0.183
O	4.007	3.319	26.404	0.205	-0.067	-0.337
O	11.692	6.462	30.534	-0.021	0.223	-0.002
O	7.095	3.669	25.422	0.013	0.162	-0.284
O	9.275	4.043	24.046	-0.116	-0.056	-0.326
O	12.374	7.367	25.82	0.061	0.302	-0.228
O	9.282	9.123	28.244	-0.083	-0.188	-0.023
O	10.083	6.612	26.629	0.147	0.088	0.042
O	4.026	14.861	26.606	-0.202	-0.112	0.205
O	10.765	8.922	30.26	-0.068	0.093	0.031
O	11.666	15.572	29.862	-0.067	0.164	-0.244
O	9.697	13.785	29.937	-0.296	-0.088	0.001
O	15.705	4.22	28.226	0.129	-0.026	-0.103
O	13.805	5.947	27.613	-0.142	0.018	0.058
O	13.432	3.329	27.117	0.174	0.009	0.176
O	17.354	9.24	26.72	0.183	0.115	-0.07
O	14.468	8.722	30.862	-0.051	-0.108	0.041
O	18.688	8.083	29.454	0.16	0.06	-0.173
O	16.602	8.377	33.81	-0.023	-0.096	0.018
O	16.142	11.494	26.998	0.086	-0.133	-0.12
O	14.636	12.633	25.168	-0.058	0.019	-0.31
O	10.266	13.249	27.362	-0.16	0.067	-0.01
O	19.218	12.066	26.803	-0.201	-0.055	0.063
O	16.553	18.843	26.341	0.159	0.108	-0.291
O	4.575	2.345	28.819	-0.053	0.016	0.148
O	-0.477	-2.608	32.013	-0.044	-0.037	0.151
O	1.981	-1.66	31.251	-0.258	0.24	0.108
O	6.751	1.1	30.046	-0.189	-0.103	0.084
O	2.273	9.873	33.235	0.039	0.053	-0.081
O	4.583	8.454	32.65	-0.063	0.028	0.175
O	6.332	6.436	32.357	-0.032	0.063	0.222
O	4.121	4.856	28.606	-0.208	-0.179	0.046
O	3.562	12.765	30.159	-0.048	0.062	0.132
O	4.063	15.148	29.306	0.014	0.135	0.138
O	0.275	9.934	31.496	0.151	-0.162	0.351
O	-0.82	9.882	28.93	0.033	-0.047	0.171
O	10.255	3.388	32.807	0.155	-0.183	-0.023
O	8.34	1.674	32.136	0.173	-0.173	0.225
O	10.781	-1.701	32.184	0.035	-0.187	0.214
O	9.169	-0.146	30.511	0.17	-0.179	-0.167
O	7.615	7.194	27.662	0.125	0.034	-0.027
O	8.454	10.317	30.506	-0.176	0.259	-0.043
O	9.611	5.933	34.669	-0.074	-0.008	0.226
O	6.72	9.581	28.568	0.005	0.217	-0.005
O	5.34	14.033	33.151	-0.454	-0.17	-0.386
O	4.137	11.769	32.454	-0.289	0.039	0.25
O	12.143	8.596	32.314	0.068	0.414	0.267
O	10.874	8.162	34.527	0.093	0.033	0.161
O	14.229	6.059	30.387	0.124	0.067	0.146
O	13.824	-2.322	30.403	0.035	0.012	0.164
O	16.233	-0.711	29.102	0.206	-0.133	0.191
O	17.982	-2.832	33.626	-0.193	-0.2	0.178
O	16.587	7.019	30.591	-0.166	0.094	-0.037
O	18.901	5.592	30.45	-0.087	-0.079	-0.075
O	16.195	18.225	28.927	-0.036	-0.206	0.213
O	5.259	11.922	28.011	-0.175	-0.126	0.261
O	14.813	6.856	32.68	-0.003	0.078	0.227
O	17.993	10.617	28.87	-0.024	0.101	0.02
Si	0.012	-0.017	5.45	-0.004	-0.024	-0.04
Si	2.703	2.741	5.462	0.034	0.025	0.001
Si	0.005	5.445	5.402	0.024	0.008	-0.055
Si	2.743	8.207	5.464	0.047	0.028	0.027
Si	0.001	10.949	5.379	-0.03	-0.054	-0.044
Si	2.729	13.637	5.406	-0.076	-0.021	-0.03
Si	5.432	0.018	5.477	0.032	-0.027	-0.02
Si	8.259	2.718	5.492	0.045	0.055	-0.014
Si	5.497	5.467	5.527	0.042	0.062	0.04
Si	8.214	8.212	5.512	-0.026	0.027	-0.052
Si	5.437	10.963	5.413	0.038	-0.09	-0.058
Si	8.169	13.705	5.492	-0.031	-0.046	-0.002
Si	10.967	-0.008	5.474	-0.015	-0.009	-0.019
Si	13.725	2.707	5.481	-0.021	0.017	-0.017
Si	11.018	5.475	5.464	0.023	0.074	-0.027
Si	13.717	8.183	5.38	-0.003	-0.003	-0.057
Si	10.97	10.95	5.52	0.003	0.052	0.015
Si	13.712	13.682	5.45	0.015	0.048	-0.036
Si	1.362	1.355	6.823	0.023	-0.006	0.015
Si	4.087	4.096	6.837	-0.006	0.004	-0.015
Si	1.359	6.823	6.796	0.01	0.011	-0.02
Si	4.1	9.587	6.817	-0.02	0.001	-0.012
Si	1.36	12.287	6.787	0.036	0.011	-0.009
Si	4.074	15.017	6.807	0.043	0.015	-0.012
Si	6.838	1.369	6.835	-0.021	0.019	-0.032
Si	9.625	4.11	6.834	-0.035	-0.044	-0.043
Si	6.854	6.842	6.872	-0.015	-0.001	0.035
Si	9.584	9.585	6.862	-0.009	0.003	-0.003
Si	6.807	12.306	6.823	0.02	-0.001	-0.031
Si	9.572	15.049	6.844	-0.006	0.017	-0.014
Si	12.322	1.37	6.838	-0.046	0.025	-0.003
Si	15.066	4.103	6.825	0.029	-0.029	-0.004
Si	12.361	6.856	6.818	-0.013	-0.042	-0.033
Si	15.054	9.57	6.771	-0.006	0.006	-0.042
Si	12.348	12.324	6.842	0.015	-0.087	0.012
Si	15.051	15.043	6.83	-0.029	-0.013	0.026
Si	0.011	2.732	8.194	0.008	0.032	0.002
Si	2.725	-0.011	8.185	0	-0.007	-0.008
Si	0.002	8.201	8.164	-0.006	-0.003	0.008
Si	2.721	5.472	8.188	0.02	0.012	-0.003
Si	0.01	13.659	8.175	-0.019	0.012	-0.004
Si	2.719	10.936	8.179	0.006	-0.018	0.012
Si	5.462	2.732	8.197	0.012	-0.009	0.003
Si	8.201	0.01	8.21	0.024	0.016	0.003
Si	5.462	8.217	8.196	0.053	0.02	0
Si	8.233	5.461	8.204	-0.003	0.014	0.005
Si	5.444	13.67	8.191	-0.005	-0.016	0.004
Si	8.19	10.949	8.197	-0.003	-0.03	0.002
Si	10.962	2.739	8.209	-0.001	0.021	0.013
Si	13.678	-0.001	8.198	0	-0.003	-0.012
Si	10.968	8.203	8.194	-0.007	0.009	0.001
Si	13.698	5.472	8.192	-0.029	0.031	0.018
Si	10.95	13.677	8.198	-0.03	-0.014	-0.005
Si	13.701	10.925	8.18	-0.014	0.026	0.012
Si	1.366	4.104	9.562	0.011	-0.022	0.015
Si	4.085	1.365	9.556	0.033	-0.018	0.004
Si	1.361	9.563	9.549	0.026	0.003	-0.006
Si	4.09	6.84	9.552	-0.006	0.014	0.01
Si	1.356	15.033	9.548	0.01	-0.007	-0.006
Si	4.077	12.302	9.555	0.005	0.011	-0.007
Si	6.836	4.101	9.556	-0.001	0.001	0.006
Si	9.573	1.383	9.57	-0.02	0.01	-0.005
Si	6.833	9.57	9.561	-0.021	0.004	0.003
Si	9.595	6.835	9.563	0.002	-0.019	0.003
Si	6.815	15.042	9.557	0.017	-0.018	-0.008
Si	9.569	12.314	9.556	0.002	-0.003	0.002
Si	12.322	4.115	9.567	-0.001	-0.015	0.001
Si	15.033	1.377	9.554	-0.029	-0.015	-0.003
Si	12.328	9.572	9.56	-0.026	0	0
Si	15.052	6.842	9.56	-0.012	-0.007	-0.011
Si	12.308	15.047	9.569	-0.009	0.015	0.007
Si	15.051	12.298	9.554	0.01	-0.038	-0.004

Results
total energy: -115452.261 eV
total energy less fixed offsets of O -438.04, Si -107.15 eV per atom: 2.479 eV
